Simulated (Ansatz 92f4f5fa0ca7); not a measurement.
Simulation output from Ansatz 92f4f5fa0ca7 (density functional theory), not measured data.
Periodic cell of 254 atoms, Si144O106N4, from a study of silicon, its oxide and their interface. The atomic structure is a simulated model.
Doubt: the cutoff is far below the 930 eV that the study's wrapper takes by default for these files, so forces and energies are approximate.
This geometry differs little from another in the collection (a relaxation step or a small displacement).

Settings
functional: PBE
potential files: Ansatz PAW
basis: plane waves
wave-function cutoff: 580 eV
density cutoff ratio: 5
exchange-correlation grid ratio: 1
k mesh: 1 x 1 x 1, Gamma-centred
self-consistency stop: 5e-08 eV per atom in the density residual
occupations: fixed
spin: none
net charge: 0

Cell vectors (angstrom)
a	10.938	0	0
b	0	10.938	0
c	-0.5492	4.6506	35.5322

Atoms: element, x, y, z (angstrom)
Si	0.5639	3.6915	28.0047
Si	3.7707	6.006	28.0919
Si	0.6524	9.031	28.1805
Si	4.0655	0.4045	28.0444
Si	-4.9773	3.6399	28.0534
Si	-1.5672	6.0635	27.9368
Si	6.238	8.9894	28.0437
Si	-1.5998	0.355	28.1869
Si	2.1945	4.7513	29.3469
Si	5.001	7.4839	29.4019
Si	2.313	-0.6941	29.2947
Si	4.9967	2.0089	29.4846
Si	-3.2171	4.7709	29.1846
Si	-0.4924	7.4593	29.4905
Si	7.7299	10.1482	29.4469
Si	-0.5069	2.0522	29.3651
Si	0.8357	6.031	30.7825
Si	3.5508	8.7925	30.7311
Si	0.8541	0.5987	30.7039
Si	3.5015	3.3094	30.7516
Si	6.3246	6.0236	30.7047
Si	9.009	8.7448	30.8078
Si	6.3214	11.5016	30.785
Si	-1.9637	3.3395	30.6957
Si	-0.5492	4.6506	32.1139
Si	2.1853	7.3851	32.1139
Si	-0.5492	10.1196	32.1139
Si	2.1853	1.9161	32.1139
Si	4.9198	4.6506	32.1139
Si	7.6543	7.3851	32.1139
Si	4.9198	10.1196	32.1139
Si	7.6543	1.9161	32.1139
Si	1.3673	-1.3673	3.418
Si	4.1018	1.3673	3.418
Si	1.3673	4.1018	3.418
Si	4.1018	-4.1018	3.418
Si	6.8362	-1.3673	3.418
Si	-1.3673	1.3673	3.418
Si	6.8362	4.1018	3.418
Si	-1.3673	6.8362	3.418
Si	2.8193	-0.119	4.7934
Si	5.4313	2.6773	4.7822
Si	2.748	5.4336	4.7153
Si	5.5476	-2.7823	4.7422
Si	-2.7584	-0.0162	4.8396
Si	-0.0834	2.7544	4.748
Si	8.1594	5.5099	4.7937
Si	0.0052	-2.7199	4.8711
Si	1.2946	1.2607	5.9249
Si	3.9373	3.9414	6.0874
Si	1.4977	-4.1469	6.1307
Si	4.1764	-1.6408	6.2023
Si	-4.2567	1.2441	6.2096
Si	-1.5524	4.0557	6.1518
Si	6.7692	-4.1259	6.2433
Si	-1.5256	-1.455	6.3076
Si	0.1079	-0.1438	7.3482
Si	2.24	2.8131	7.3712
Si	0.1734	-5.7063	7.2083
Si	3.3686	-3.4987	7.6089
Si	5.6112	-0.4151	7.6174
Si	-3.3526	3.0324	7.4232
Si	5.3039	5.296	7.3552
Si	-3.0439	-2.6426	7.8129
Si	0.8181	3.2834	33.4812
Si	3.5526	6.0179	33.4812
Si	0.8181	8.7524	33.4812
Si	3.5526	11.4869	33.4812
Si	6.2871	3.2834	33.4812
Si	-1.9164	6.0179	33.4812
Si	6.2871	8.7524	33.4812
Si	-1.9164	0.5489	33.4812
Si	2.1853	4.6506	34.8484
Si	4.9198	7.3851	34.8484
Si	2.1853	10.1196	34.8484
Si	4.9198	1.9161	34.8484
Si	-3.2837	4.6506	34.8484
Si	-0.5492	7.3851	34.8484
Si	-3.2837	-0.8184	34.8484
Si	-0.5492	1.9161	34.8484
Si	1.3673	1.3673	0.6835
Si	4.1018	4.1018	0.6835
Si	1.3673	6.8362	0.6835
Si	4.1018	-1.3673	0.6835
Si	6.8362	1.3673	0.6835
Si	-1.3673	4.1018	0.6835
Si	6.8362	-4.1018	0.6835
Si	-1.3673	-1.3673	0.6835
Si	0	0	2.0507
Si	2.7345	2.7345	2.0507
Si	0	5.469	2.0507
Si	2.7345	-2.7345	2.0507
Si	5.469	0	2.0507
Si	8.2035	2.7345	2.0507
Si	5.469	5.469	2.0507
Si	8.2035	-2.7345	2.0507
Si	6.6481	-4.0987	12.9788
Si	0.6252	-6.2395	19.2876
Si	1.7406	-1.7567	9.215
Si	-3.4994	1.0486	21.1779
Si	1.648	5.666	23.5124
Si	4.071	1.3624	12.8683
Si	6.9725	-9.5053	15.4134
Si	2.0132	3.1164	25.2591
Si	0.0229	-5.2511	12.5517
Si	3.4844	-1.5047	23.7085
Si	1.3293	1.1388	9.6831
Si	13.8635	-3.9862	12.9305
Si	4.3994	6.6045	22.452
Si	5.9607	7.808	20.4713
Si	2.2793	0.9514	15.3373
Si	-2.0662	-0.1373	17.0562
Si	14.8558	-11.0229	10.2681
Si	1.9819	-3.7466	17.8395
Si	-1.0797	12.899	22.9594
Si	4.5922	-1.6359	12.6701
Si	-0.3124	2.8288	11.63
Si	7.9116	-2.5481	18.204
Si	1.3693	10.9506	19.4208
Si	8.016	-8.3621	12.9091
Si	2.5328	2.5955	20.4481
Si	-2.7345	8.103	25.7098
Si	4.8435	0.1784	16.9905
Si	8.6007	-4.3671	10.4927
Si	0.5372	-4.4078	9.9165
Si	-1.5323	4.5531	14.7733
Si	8.1265	3.6138	10.2013
Si	-1.436	-0.678	19.6926
Si	3.6305	-5.2301	10.1671
Si	5.5489	-6.9671	11.9419
Si	3.8118	-1.6387	19.1482
Si	-6.23	13.27	25.7592
Si	3.0727	5.353	15.6663
Si	0.7008	3.4813	16.3479
Si	8.6403	0.1815	25.2805
Si	5.875	-10.4605	23.74
Si	-3.3757	-4.6346	15.9793
Si	-0.9243	4.9832	21.9998
Si	5.6317	4.0779	16.6808
Si	7.3524	6.7489	22.878
Si	1.8029	12.0182	23.0047
Si	5.4667	2.3799	19.1747
Si	0.7116	-1.1897	16.5607
Si	2.2318	7.676	25.8329
O	0.8264	-9.1114	11.0673
O	-0.8407	-5.166	13.9232
O	1.1539	4.0018	7.6763
O	3.1047	-2.6007	8.9735
O	6.7955	-1.4433	8.1724
O	-0.5099	4.8583	27.4963
O	6.2387	-10.3444	22.1676
O	7.9266	2.5686	8.9602
O	2.9967	8.9634	25.1958
O	0.3694	5.8689	22.5105
O	5.047	9.1397	20.2084
O	2.8873	-2.9591	18.9395
O	4.7334	-0.1136	13.3157
O	6.863	8.438	26.6088
O	4.5377	-6.5605	10.6628
N	-0.7103	-4.6658	11.0965
O	-2.4866	-3.2469	9.2669
O	4.8197	0.2098	8.9297
O	8.2664	-7.0388	13.8266
O	-0.44	-0.7457	27.7645
O	4.9003	4.8651	27.7275
O	5.0976	10.1144	27.6705
O	7.7463	-3.8845	11.794
O	-1.4557	0.4257	18.4662
O	-1.9215	6.9628	26.5825
O	3.2102	-2.3858	13.1924
O	2.6083	2.1026	22.0092
O	0.0973	10.3213	20.2717
O	0.3438	3.7898	17.9283
O	3.5649	0.8584	16.3031
O	3.2246	6.6899	26.6844
O	6.4264	2.8941	15.8852
O	1.1173	-1.4189	7.7386
O	-0.8596	3.5874	22.8825
O	-2.3529	1.8431	21.9777
O	7.9024	5.2075	9.8782
O	0.252	12.0824	22.4746
O	0.4151	-6.8611	12.404
O	3.8218	8.107	22.8107
O	2.4033	-0.4554	23.025
O	13.9972	-4.4839	16.8637
O	-0.5899	3.3916	15.3669
N	2.2196	-0.3137	9.9768
O	5.9655	0.2096	15.8027
O	2.38	2.1286	8.8782
O	7.5899	-1.0815	17.5208
O	1.886	-6.863	20.157
O	5.8874	-5.5486	12.7337
O	1.9553	-5.2775	9.995
O	-6.5273	-1.2509	17.6562
N	4.261	-4.8142	8.5389
O	-5.1168	6.1488	23.2098
O	-7.8132	5.6233	22.7605
O	-0.9003	-1.0207	16.3095
O	6.7721	-3.3221	19.072
O	-1.3957	1.2287	24.3976
O	6.4233	4.1623	7.7859
O	1.1725	2.9971	26.6474
O	1.0828	-2.7531	16.8733
O	2.7342	1.4528	13.8331
O	3.58	3.4922	25.5438
O	8.7295	-5.749	16.0827
O	-1.9041	9.5058	25.391
O	7.2282	-9.482	13.7956
O	9.2248	-2.2204	19.1557
O	8.3948	1.1038	16.1426
O	3.883	1.231	11.2478
O	4.8965	10.1633	23.9378
O	1.1844	10.6026	17.8577
O	-0.0044	0.7274	8.7826
O	3.8959	1.1519	26.58
O	2.8352	-0.5494	19.8721
O	6.032	2.8691	26.5726
O	8.1592	-3.4767	16.9212
O	4.5643	-1.3629	11.053
O	5.358	1.0754	18.2303
O	5.6779	3.7205	18.272
O	1.0622	8.2278	26.8076
O	1.511	12.5519	19.6282
O	1.4235	4.274	24.306
O	1.3642	2.0291	16.1298
O	4.0887	2.5883	19.9943
O	-0.6558	4.7755	20.3593
O	-1.2011	3.474	10.4397
O	3.4122	-4.8842	14.2227
O	-6.0572	-4.3171	20.8661
O	3.731	-4.283	11.5203
O	6.7792	2.0831	20.1032
O	4.1327	4.1668	16.0385
O	-3.0785	7.4417	24.2602
O	1.5651	6.8761	24.5919
O	11.6952	-2.78	10.0019
O	8.2209	-0.2907	20.6321
O	1.8788	1.6669	24.5224
O	1.6023	-6.2744	15.6707
O	-0.2475	-4.84	8.5469
O	9.5078	1.9957	12.5121
O	5.1704	1.8439	24.2778
O	7.1592	0.1832	24.6578
N	7.0999	-7.7595	11.5409
O	1.5006	-0.5032	15.2896
O	4.8222	2.8502	12.949
O	5.7695	-2.7118	13.0077
O	1.3479	-4.3156	12.725
O	-2.3035	0.833	26.7761
O	7.3386	-4.1164	14.4561
O	-2.387	5.7273	22.3221
O	6.2118	-5.3463	16.5279
O	7.055	7.881	21.7017
O	1.0209	6.1818	18.7012

Results
free energy: -153369.115 eV
free energy less fixed offsets of N -385.13, O -568.88, Si -635.61 eV per atom: 0.525 eV

Forces (eV/angstrom), in the order of the atoms: element, x, y, z
Si	0.0318	-0.0223	-0.0134
Si	0.0308	0.0037	-0.0272
Si	0.0345	-0.0019	-0.004
Si	-0.03	0.0114	-0.0089
Si	-0.0192	-0.0017	0.0042
Si	-0.0302	0.0064	0.0268
Si	0.003	-0.0044	-0.0151
Si	-0.0026	0.0179	-0.0064
Si	-0.0134	-0.0181	0.0099
Si	0.0059	0.0026	0.0078
Si	0.0092	0.0044	-0.0019
Si	-0.0031	0.0221	0.0005
Si	0.0103	0.0105	-0.0024
Si	-0.0064	0.0023	-0.0085
Si	-0.0071	0.0021	-0.0015
Si	0.0044	-0.0137	0.0085
Si	0.0076	0.0008	0.0207
Si	-0.0086	-0.0038	0.0068
Si	-0.0101	-0.0042	0.0025
Si	0.0054	-0.0052	0.0073
Si	-0.0101	-0.0124	0.0105
Si	-0.0012	-0.0057	0.0292
Si	0.0008	-0.005	0.0165
Si	-0.0105	0.0061	0.0012
Si	-0.1796	-0.0126	-0.1002
Si	0.1855	0.2397	0.0939
Si	0.2661	0.2474	-0.1544
Si	-0.0991	0.093	0.19
Si	0.0623	0.0843	-0.2939
Si	-0.1294	-0.2639	0.2782
Si	-0.0087	0.0903	0.0688
Si	0.2144	0.3175	0.117
Si	-0.087	-0.1394	0.2011
Si	0.0325	-0.5377	-0.1853
Si	-0.4182	-0.0013	-0.338
Si	0.3763	-0.1718	-0.2827
Si	0.2348	0.1712	-0.1886
Si	-0.3508	-0.2651	-0.083
Si	-0.2256	-0.0043	0.2135
Si	0.175	0.1631	0.372
Si	0.0051	-0.0192	0.0096
Si	0.0235	-0.0151	-0.0207
Si	0.0051	-0.0011	-0.0146
Si	-0.0047	-0.0006	0.0083
Si	0.0009	0.0051	0.001
Si	0	0.0071	-0.0073
Si	0.0016	-0.0085	-0.0162
Si	0.0032	-0.0019	-0.0074
Si	0.0044	-0.0034	0.0032
Si	-0.0117	0.01	0.0257
Si	-0.0025	0.0033	0.0054
Si	0.0084	0.0308	-0.0228
Si	-0.0194	0.0014	-0.0015
Si	-0.0114	0.0113	0.0089
Si	0.0125	0.0146	0.024
Si	0.0027	-0.0008	0.0046
Si	0.0135	-0.0123	0.0216
Si	0.0072	-0.0073	-0.0043
Si	-0.0202	-0.0044	0.012
Si	-0.0123	-0.0089	0.0384
Si	-0.0217	0.0366	-0.006
Si	0.0233	-0.0017	-0.0098
Si	0.0074	-0.0232	-0.02
Si	0.0029	-0.0368	-0.0315
Si	-0.0385	-0.0959	-0.0229
Si	0.1171	0.1266	-0.0193
Si	0.0844	0.0624	-0.0207
Si	0.0982	0.0308	-0.0098
Si	0.0042	-0.0289	-0.0134
Si	0.0144	0.0252	0.0079
Si	-0.0409	-0.0271	-0.0154
Si	0.1623	0.1345	-0.015
Si	-0.0429	-0.0102	-0.0433
Si	-0.0237	-0.0215	-0.0028
Si	-0.0626	-0.0325	-0.0149
Si	-0.0418	0.0025	0.0004
Si	0.0304	0.047	-0.014
Si	-0.0284	-0.0113	-0.0217
Si	-0.0192	-0.0203	-0.0487
Si	0.0244	0.0337	0.0068
Si	0.0159	0.046	0.0024
Si	0.0771	0.0261	0.0229
Si	0.0113	0.0027	0.0085
Si	0.0446	0.013	0.0356
Si	-0.0369	0.0129	-0.0034
Si	0.0206	0.0397	0.0228
Si	0.0336	-0.0538	0.0255
Si	-0.001	-0.091	0.0111
Si	-0.0115	0.0257	0.0419
Si	-0.1999	-0.1509	0.0505
Si	0.0039	-0.0627	0.0082
Si	-0.1131	-0.0961	0.0163
Si	-0.0334	0.0288	-0.0336
Si	-0.0853	-0.1076	0.0169
Si	-0.1086	-0.0276	-0.0406
Si	0.0825	0.145	0.0056
Si	0.0019	0.0004	0.0056
Si	0.0001	0.0014	-0.0049
Si	-0.0225	0.0117	0.0126
Si	0.0034	0.001	-0.0084
Si	-0.0002	-0.0019	-0.0033
Si	-0.0019	-0.0004	0.0073
Si	0.0008	0.0015	0.0021
Si	-0.0004	-0.0013	-0.003
Si	0.003	-0.0025	0.0062
Si	0.0005	0.0047	-0.0046
Si	-0.0043	0.0046	0.0084
Si	-0.0031	0	0.0087
Si	0.0005	0.0021	-0.0072
Si	0.0012	0.0023	-0.0071
Si	0.0039	0.0078	0.0147
Si	-0.0013	-0.0016	-0.0005
Si	-0.0078	0.0034	0.0134
Si	-0.001	0	0
Si	0.0003	0.0015	-0.0044
Si	0.0021	0.0016	0.0062
Si	-0.0028	-0.002	0.0004
Si	0.0003	0.0032	-0.0043
Si	-0.0007	0.0003	0.001
Si	0.0033	0.0021	0.0042
Si	0.0022	0.0004	-0.0042
Si	0.0037	0.0021	-0.0106
Si	-0.0036	0.0153	0.0011
Si	0.0048	-0.0005	0.0091
Si	-0.0088	0.0122	0.0023
Si	-0.001	-0.0023	0.0034
Si	0.0061	-0.0023	0.0099
Si	0.0019	-0.0007	-0.0061
Si	-0.0091	-0.0096	0.0291
Si	0.0017	-0.0027	0.0099
Si	-0.0031	-0.0006	-0.001
Si	-0.0032	-0.0027	0.0042
Si	0.0002	-0.0021	0.0024
Si	-0.0002	-0.0007	-0.0002
Si	0.0013	-0.0003	-0.0089
Si	-0.0009	0.003	-0.0089
Si	0.0007	0.0027	0.0041
Si	0.0015	-0.0042	-0.0077
Si	-0.0013	-0.0018	-0.0014
Si	0.0023	0.0034	-0.0068
Si	0.0028	0.0017	-0.0049
Si	0.0032	-0.0063	-0.0057
Si	-0.0002	0	0.0004
Si	0.0022	0.0021	-0.0157
O	0.0031	-0.0018	-0.0021
O	0.0008	0.0029	-0.0032
O	-0.0038	0.0217	-0.0011
O	-0.0041	-0.0086	-0.0211
O	-0.0008	-0.0033	0.0058
O	-0.0045	0.0022	-0.0097
O	0.0004	0.0013	0.0053
O	-0.004	-0.0011	0.0036
O	-0.0027	-0.0047	0.0066
O	0.0016	0.0025	0.0028
O	0.0013	0.0002	0.0035
O	0.0035	0.0039	0.0015
O	-0.0013	-0.0022	-0.0031
O	-0.0063	0.0073	0.018
O	-0.0017	0.0027	-0.0048
N	-0.002	0.0011	-0.0066
O	-0.0026	0.0026	0.0059
O	-0.0021	0.0019	-0.0021
O	-0.0018	-0.0016	-0.0023
O	-0.0122	0.0056	-0.0054
O	0.0169	-0.02	-0.0017
O	0.0006	-0.005	-0.0025
O	0.0004	0.0003	-0.0024
O	-0.0001	-0.0005	0.0022
O	0.0027	-0.0012	-0.0038
O	-0.0015	-0.0004	-0.0003
O	0.0004	-0.0008	0.0044
O	0.0012	0.002	0.0023
O	0.0006	0.0016	0.0033
O	0.0046	-0.0054	0.0018
O	0.0003	-0.0017	0.0179
O	0.0006	-0.0021	-0.0001
O	-0.008	-0.0026	0.0002
O	0.001	0.0026	0.0048
O	-0.0027	-0.0038	0.0005
O	-0.0012	0.0024	-0.0008
O	0.0017	0.0004	0.0034
O	0.0016	0.0025	-0.0004
O	-0.0002	0.0001	0.0049
O	0.0015	-0.0004	0.0039
O	-0.0002	0.0007	0.0005
O	-0.0012	0.0008	-0.0008
N	-0.0047	-0.0105	-0.0019
O	-0.0078	0.0019	0.008
O	0.0142	0.0087	-0.0021
O	0.0026	-0.0043	0.0019
O	0.0005	-0.0005	0.0023
O	-0.0009	0	-0.0032
O	0.0159	-0.0006	-0.0086
O	0.0003	0.0036	0.0039
N	-0.0013	0.0067	-0.0295
O	0.0016	-0.0011	0.0058
O	0.0015	0.0011	0.003
O	0.0041	0.002	0.0032
O	-0.0018	-0.0006	0.0045
O	0.0024	0.0012	0.0052
O	0.0094	-0.0055	0.0077
O	-0.0044	0.0025	0.0115
O	0.001	0	0.0016
O	0.0064	0.0013	-0.0019
O	-0.0004	0.0061	0.0033
O	0.0003	-0.0006	-0.0021
O	-0.0007	0.0003	0.0073
O	-0.0016	0.0005	-0.0028
O	-0.0017	0.001	-0.0005
O	-0.0019	0.0009	-0.0031
O	0.0003	-0.001	-0.0055
O	-0.0011	-0.0028	0.0042
O	-0.0012	-0.0017	-0.0011
O	-0.0038	-0.0068	-0.0126
O	0.003	-0.0026	0.0045
O	0.0006	-0.0018	0.0011
O	0.0043	0.0077	0.0021
O	-0.0031	-0.0007	0.002
O	0.0012	-0.0016	-0.0054
O	-0.001	0.002	-0.0045
O	-0.0006	-0.0058	0.0035
O	-0.0068	0.005	0.0127
O	0	0.0013	0.0039
O	-0.0011	0.0042	0.0008
O	0.0073	-0.0104	-0.0043
O	0.0021	-0.0036	-0.001
O	-0.0015	0.0011	0.0058
O	-0.0041	-0.0018	0
O	0.0001	0.0004	-0.0028
O	-0.0008	-0.0006	0.0044
O	0.002	0.0005	-0.0085
O	-0.0051	0	0.001
O	-0.0004	0.0021	-0.0006
O	-0.0015	-0.002	-0.0005
O	0.0024	0.0021	0.0038
O	0.0103	0.0022	-0.0119
O	-0.0049	0.0069	0.004
O	0.0006	0.0002	0.0011
O	0.0002	0.0006	0.001
O	0.0119	-0.0019	-0.0044
O	-0.0021	0	-0.0009
O	0.0032	-0.0003	-0.0014
O	0.0025	-0.0004	0.0048
N	-0.0036	-0.0002	-0.0028
O	0.0043	0.0017	0.0058
O	-0.001	0.0016	-0.0034
O	0.0004	-0.0019	-0.002
O	-0.0015	-0.0017	-0.0021
O	0.0023	-0.0012	0.0102
O	0.0002	-0.0003	-0.0016
O	-0.0017	0.0018	0.0052
O	0.0007	0.0013	-0.0007
O	0.0004	-0.0015	0.0035
O	0.0008	-0.0013	0.001

The program warned: the cutoff lies below the one the program advises for these potential files; the exchange-correlation potential is rough where the density is thin.
